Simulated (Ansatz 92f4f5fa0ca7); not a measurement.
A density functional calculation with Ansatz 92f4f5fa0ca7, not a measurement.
Periodic cell of 151 atoms, Si88O61N2, from a study of silicon, its oxide and their interface. The atomic structure is a simulated model.

Settings: functional r2SCAN; potential files Ansatz norm-conserving; basis plane waves; wave-function cutoff 1300 eV; density cutoff ratio 4; exchange-correlation grid ratio 1; k mesh 2 x 2 x 1, shifted by 0.5 0.5 0.5 of a step; self-consistency stop 5e-08 eV per atom in the density residual; occupations Fermi-Dirac, 0.05 eV; spin none; net charge 0.

Cell vectors (angstrom)
a  10.88  0  0
b  0  10.88  0
c  0  0  21.6075

Atoms: element, x, y, z (angstrom)
Si  -0.0412  -0.0635  -0.3008
Si  3.1672  2.5694  -0.1302
Si  -0.438  5.9314  -0.4965
Si  1.726  8.8467  -0.528
Si  5.4375  0.2522  0.3411
Si  8.0777  2.731  0.4465
Si  5.4092  4.7926  0.1047
Si  7.7975  7.7045  0.3724
Si  1.5507  1.3016  0.9504
Si  3.8006  3.8918  1.5193
Si  1.1938  7.148  0.9636
Si  3.9156  9.6465  1.5978
Si  6.6967  1.456  1.9027
Si  9.668  3.8956  1.4313
Si  6.541  6.306  1.5766
Si  9.3934  9.7537  1.2503
Si  0.1967  2.4506  2.5997
Si  2.7984  0.2127  2.9845
Si  0.1259  8.501  2.5366
Si  2.6  5.5913  2.3343
Si  5.4787  2.8539  3.0332
Si  8.1956  -0.0127  3.0752
Si  5.262  8.0724  2.8351
Si  8.4239  5.3804  2.6256
Si  1.3698  4.1388  3.7785
Si  4.3085  1.3036  4.1792
Si  1.3548  9.6267  4.1413
Si  3.8046  6.7575  3.9516
Si  6.9311  4.284  4.1387
Si  9.5821  1.2953  4.4778
Si  6.9028  9.228  4.0658
Si  9.7966  6.7556  4.0816
Si  0.1528  -0.2791  5.7374
Si  2.5498  2.7883  5.2503
Si  -0.0583  5.0242  5.541
Si  2.6784  8.1763  5.5815
Si  5.4473  -0.2747  5.4825
Si  8.0144  2.6459  5.4832
Si  5.4363  5.6276  5.0801
Si  8.3677  8.2334  5.4066
Si  1.2266  1.5695  7.0215
Si  4.3079  4.2557  6.2857
Si  1.357  6.6777  6.5229
Si  3.846  9.5498  6.9944
Si  6.8154  1.3564  6.903
Si  9.4094  4.0137  6.906
Si  6.8163  6.9195  6.5205
Si  9.4862  9.1351  7.3244
Si  -0.0581  2.7049  8.6281
Si  2.6913  0.34  8.4473
Si  0.202  7.9266  8.2716
Si  2.8079  5.5374  7.8402
Si  5.4071  3.1343  8.024
Si  8.1003  0.0605  8.4003
Si  5.403  8.1608  7.9069
Si  8.2803  5.4819  8.2122
Si  1.4755  4.3782  9.5574
Si  3.3881  2.117  10.1226
Si  1.6909  9.2824  9.6918
Si  4.0917  6.9282  9.4018
Si  6.4505  4.6776  9.4154
Si  9.9031  0.8263  9.7701
Si  6.5315  9.2792  9.5327
Si  10.0892  6.4532  9.7821
Si  -0.7746  0.2303  15.7839
Si  -1.838  0.296  12.711
Si  3.7479  12.2425  14.5504
Si  5.786  3.216  11.8718
Si  10.2961  5.9339  17.8795
Si  6.4527  1.8025  13.6836
Si  9.1618  8.3193  15.9841
Si  3.6031  -2.9109  16.1966
Si  11.733  8.8751  14.8187
Si  2.5281  10.2603  12.6794
Si  6.3298  3.2296  16.509
Si  9.1789  -1.9897  10.9842
Si  6.2667  7.6477  14.4913
Si  4.6121  1.1476  17.4832
Si  4.9813  5.8576  12.8813
Si  7.7026  -0.5309  17.6205
Si  9.4784  1.2121  19.807
Si  4.994  8.664  12.2505
Si  3.8432  4.3098  15.0947
Si  4.1543  3.8022  18.966
Si  6.3156  -1.9563  19.7362
Si  2.4349  5.5239  17.2774
Si  9.3572  2.9638  17.4469
Si  14.4017  9.5652  18.8417
O  3.1888  -1.6318  21.7484
O  -0.4686  -6.4325  0.0675
O  2.9824  2.7995  19.8673
O  4.5714  1.6418  -0.0953
O  -0.6141  5.8858  19.485
O  2.8567  4.8448  18.7317
O  2.2484  8.9197  19.4714
O  6.2701  -0.6029  20.7627
O  7.361  -2.8632  20.4692
O  6.957  4.0246  -0.0029
O  8.2731  1.6701  20.8233
O  5.1689  4.803  20.0114
N  4.9309  2.8386  17.8393
O  9.2141  6.7888  0.0417
O  -1.1648  0.5037  14.1979
O  0.377  5.3533  10.2195
O  4.6957  2.1401  11.1059
O  2.4975  3.5991  10.5486
O  1.9979  10.0188  11.1804
O  -4.4826  8.6652  13.2195
O  4.8194  15.3605  12.1181
O  5.1942  11.7162  14.1278
O  8.887  9.5847  12.4484
O  5.303  5.8063  10.0131
O  9.7306  1.275  11.498
O  7.7071  2.9616  17.4082
O  7.7591  8.5005  10.3499
O  9.7491  7.3929  11.3239
O  5.5048  9.207  10.7614
O  2.1511  -2.8757  15.3943
O  -3.4123  0.9436  12.7815
O  3.6964  1.113  16.1194
O  -0.6891  -1.0112  10.2984
O  2.6813  11.6767  13.4418
O  3.9497  13.5587  8.5234
O  2.7196  -3.0163  9.8592
O  10.0527  2.5362  18.9744
O  9.8708  1.702  16.5328
O  6.717  3.9767  10.8118
O  7.7508  7.999  15.2007
O  10.3461  8.1198  14.6807
O  3.6086  -1.7181  17.2814
O  5.3107  4.4718  15.8947
O  12.2415  9.242  13.4122
O  4.461  7.0889  12.008
O  3.5615  13.8287  14.3486
O  9.8697  4.4622  17.2198
O  6.2186  0.2792  17.3148
O  9.3336  7.148  17.213
O  11.5993  -0.504  15.7852
N  8.8854  10.0415  16.425
O  4.8351  7.9669  15.2785
O  2.5614  -6.5114  16.1218
O  7.0107  2.6297  15.1222
O  3.6103  6.5741  17.1056
O  4.8178  8.7331  19.4117
O  3.8564  9.4366  12.9241
O  3.6877  0.3597  18.6445
O  7.1665  -1.857  18.3903
O  11.7869  6.0793  17.3276
O  8.8524  0.0559  18.7591
O  3.6966  5.4922  13.9684
O  6.3154  6.1683  13.774

Results
free energy: -39227.004 eV
free energy less fixed offsets of N -289.75, O -463.61, Si -117.95 eV per atom: 12.306 eV
pressure: -2.83 GPa
stress xx, yy, zz, yz, xz, xy (GPa, positive in tension): 3.31, 2.32, 2.87, 1.09, 1.25, -1.64

Forces (eV/angstrom), in the order of the atoms: element, x, y, z
Si  1.2686  -0.8141  0.4924
Si  0.3593  -2.748  -1.509
Si  0.1262  1.5849  0.1328
Si  0.6103  1.6334  -0.5494
Si  -0.0998  0.0161  0.4782
Si  -4.2428  0.4743  -0.0912
Si  3.1496  -1.0775  -2.05
Si  3.9347  0.3984  -0.2298
Si  -1.0296  -0.6562  1.3468
Si  1.6492  0.3479  0.4851
Si  -0.1855  -1.5689  -0.7583
Si  1.7976  0.7777  -1.4616
Si  2.4712  -1.5388  -1.4496
Si  0.7773  -0.9169  0.068
Si  -1.2798  1.4158  0.2551
Si  -1.2199  -0.8514  0.8658
Si  -0.5699  0.3551  0.6091
Si  -1.4804  -0.7875  -2.0701
Si  -1.316  -1.1597  0.4338
Si  -1.2026  1.0836  0.3643
Si  -1.1941  1.2071  -0.2635
Si  -0.0624  0.6833  -1.4042
Si  0.6709  -0.4367  -1.4534
Si  -0.6058  0.5488  1.4274
Si  -0.7633  -0.6385  0.4103
Si  -0.9755  0.9878  1.6752
Si  1.5128  -0.4313  -0.3143
Si  0.2289  0.9567  0.6586
Si  1.1486  -1.1272  -0.9269
Si  1.1004  -0.8476  -1.3409
Si  -1.2397  1.5954  0.0992
Si  -0.6169  0.4978  -0.3263
Si  -2.0636  1.8323  1.8652
Si  2.0229  -0.3987  1.1039
Si  1.5866  2.3297  -2.2753
Si  -0.3456  0.3992  -2.3447
Si  0.3693  0.6214  0.8086
Si  0.8203  1.2887  0.3568
Si  0.8246  1.5901  0.2729
Si  0.958  -1.6439  0.9074
Si  0.7868  -0.864  -0.8506
Si  -2.3449  -1.4851  2.0696
Si  -1.6053  -0.4073  1.614
Si  1.2362  1.4918  -0.3137
Si  -1.319  -0.5632  0.6002
Si  -0.7851  -2.1675  1.2789
Si  0.3755  -0.6563  0.9149
Si  -0.8427  2.5893  -2.0942
Si  0.5083  0.3505  -1.0291
Si  -1.0852  -1.038  0.4804
Si  1.0844  -0.6638  0.6447
Si  0.9266  -0.8697  1.0106
Si  1.0586  -0.1467  -2.0082
Si  -0.4198  -0.7547  0.3174
Si  0.0363  -0.3132  0.473
Si  -0.6586  1.5563  0.7817
Si  0.1239  -0.9195  -1.7677
Si  0.552  2.7783  -1.8914
Si  1.9504  -0.4837  0.0163
Si  -0.4206  -1.2845  -1.5381
Si  -1.5516  1.4042  -0.6175
Si  -1.2788  -1.275  3.1706
Si  2.3193  0.2239  -0.0666
Si  -0.1061  1.0639  1.7152
Si  -0.745  1.2479  -0.5408
Si  -0.683  1.4737  0.6319
Si  -0.8841  0.8535  -1.0109
Si  -2.1467  -0.8284  -0.164
Si  -0.7734  -0.2867  -1.383
Si  0.343  1.1762  0.3193
Si  -1.2583  -1.3627  -1.2994
Si  -3.9586  -0.6332  2.5005
Si  2.6777  1.1603  2.6529
Si  -3.6434  -2.7286  0.7118
Si  -0.6038  0.8166  0.7274
Si  -1.099  -2.3003  3.1026
Si  3.0654  1.5302  0.6303
Si  0.6548  -1.8969  1.57
Si  -3.0879  -2.0059  2.0439
Si  -0.0717  1.2681  2.2397
Si  -0.615  -0.8431  -1.1996
Si  4.46  -1.294  -2.1558
Si  -0.8288  2.3686  0.2692
Si  -2.7927  1.7547  3.9915
Si  1.3088  3.178  1.3071
Si  -0.6639  -1.712  1.4976
Si  0.9038  -1.3871  1.7055
Si  2.401  0.8155  -2.4312
O  -0.5105  0.0773  0.4427
O  0.6933  -0.5644  -0.1157
O  2.1217  0.9729  0.5019
O  0.015  -0.9698  -0.3253
O  0.3571  0.2201  -0.0954
O  0.8662  0.1231  -2.1284
O  -2.1917  -0.4008  1.5678
O  -0.7051  0.5091  0.0622
O  -0.54  -1.5981  0.8196
O  0.0562  -1.2451  0.6103
O  0.7699  0.4863  -0.5457
O  -1.761  -1.5659  -0.1307
N  2.0944  -2.1779  -1.9819
O  -1.6352  0.6359  0.4663
O  0.0535  0.0332  -0.6789
O  -0.8552  0.8188  0.6044
O  0.4911  0.0474  0.0985
O  0.6819  -2.2934  -0.0118
O  -0.0388  0.7409  -0.5762
O  -3.2973  -0.1394  -0.9528
O  0.5254  -0.2713  0.7354
O  1.6347  0.4876  -0.6532
O  0.3949  1.1337  -0.5932
O  -0.2463  0.8563  -1.8294
O  -0.3342  -1.7926  -1.0539
O  -0.7269  1.2785  0.0706
O  -0.2248  0.3178  -1.6034
O  1.0859  -1.5297  -3.1785
O  -2.4991  0.6377  2.3215
O  0.1056  0.5129  0.8257
O  1.6153  -0.62  0.9309
O  0.3323  -0.7525  1.2704
O  1.5641  3.1  -2.3512
O  -0.2063  -0.6923  0.1379
O  -1.3747  -1.5382  2.9519
O  0.9896  0.5819  0.1854
O  -1.8271  -0.632  -0.9397
O  0.4879  -0.2602  -0.6925
O  2.6308  -1.9912  0.9494
O  -1.7709  -1.2526  0.5124
O  -2.3496  0.2215  3.5685
O  -0.1074  -0.1954  -1.3055
O  0.9552  -1.4801  -0.008
O  1.4632  2.8214  -2.765
O  0.6641  2.1346  0.2816
O  0.8397  -1.4271  -0.6611
O  -0.3539  0.7186  0.1634
O  -0.792  1.3675  -0.0182
O  1.1677  0.5439  -0.737
O  -1.5589  -1.4696  -0.7996
N  0.884  -2.122  -1.0295
O  4.1078  -0.3002  -2.2156
O  0.6178  0.8759  0.19
O  -1.8395  -1.6552  -1.6304
O  0.2153  1.9992  -1.4741
O  -2.239  -0.4361  0.0172
O  -0.3576  1.2786  0.6912
O  1.1146  -0.9754  0.0191
O  0.254  0.9333  -2.2062
O  1.3556  0.4859  0.0846
O  -1.1703  1.6426  0.3082
O  1.7012  0.5855  0.8987
O  -0.7867  0.2485  0.0795
